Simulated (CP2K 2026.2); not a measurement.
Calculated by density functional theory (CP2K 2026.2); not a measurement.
Periodic cell of 504 atoms, Si360O144, from a study of silicon, its oxide and their interface. The atomic structure is a simulated model.
Doubt: the forces sum to 0.57 eV/angstrom along one axis rather than to zero, so they err by at least 0.0011 eV/angstrom per atom on average; the grid cutoff is modest.

Settings: functional PBE; method Gaussian and plane waves; basis set DZVP-MOLOPT-SR-GTH; pseudopotentials GTH-PBE; grid cutoff 300 Ry, relative cutoff 40 Ry; k points Gamma only; occupations fixed; spin none; net charge 0.

Cell vectors (angstrom)
a 16.32 0 0
b 0 16.32 0
c 7.8729 0.454 34.5856

Atoms and the computed forces on them: element, x, y, z (angstrom), force x, y, z (eV/angstrom)
Si 1.039 -1.167 0.115 0.201 0.03 0.711
Si 3.786 1.672 0.091 0.079 -0.097 0.775
Si 1.533 3.834 -0.046 -0.177 0.111 0.737
Si 4.276 6.404 0.116 -0.029 0.249 0.746
Si 1.08 -6.48 -0.216 0.177 -0.2 0.736
Si 4.432 -4.252 0.069 -0.189 -0.019 0.741
Si 7.061 -1.679 0.1 -0.001 0.189 0.747
Si 9.913 1.167 0.276 -0.241 -0.035 0.75
Si 6.619 4.322 0.208 0.073 -0.2 0.739
Si 9.742 6.506 0.175 -0.011 0.145 0.753
Si 6.545 9.763 -0.032 0.137 -0.117 0.773
Si -6.993 -3.812 -0.027 0.146 -0.178 0.768
Si -4.249 -1.065 0.113 0.074 -0.264 0.763
Si -1.172 1.019 0.093 -0.022 0.218 0.734
Si -4.408 4.282 0.207 0.185 0.016 0.742
Si -1.684 7.062 0.002 0.116 -0.09 0.765
Si -3.82 -6.963 -0.088 -0.18 0.133 0.759
Si -1.102 -4.179 -0.051 -0.252 0.051 0.726
Si 2.674 0.019 1.334 -0.003 0.013 -0.047
Si 5.395 2.743 1.429 -0.011 -0.018 -0.038
Si 2.67 5.338 1.4 -0.001 -0.028 -0.044
Si 5.393 8.155 1.269 0.014 -0.017 -0.02
Si 2.712 -5.43 1.19 0.01 0.012 -0.038
Si 5.544 -2.78 1.486 0.007 -0.002 -0.043
Si 8.201 -0.031 1.355 -0.019 0.007 -0.048
Si -5.395 2.731 1.64 0.005 0.008 -0.042
Si 8.173 5.44 1.532 0.001 -0.002 -0.036
Si -5.383 8.185 1.291 0.02 -0.002 -0.038
Si 8.165 -5.425 1.278 -0.018 0.026 -0.056
Si -5.445 -2.682 1.338 -0.018 0.001 -0.045
Si -2.7 -0.024 1.507 -0.008 0.005 -0.046
Si -0.014 2.678 1.304 0.02 -0.02 -0.036
Si -2.777 5.495 1.377 0.002 0.012 -0.043
Si -0.01 8.226 1.189 -0.01 0.015 -0.057
Si -2.679 -5.397 1.25 0.019 -0.017 -0.041
Si -0.043 -2.718 1.451 -0.012 -0.005 -0.034
Si 1.328 1.349 2.747 -0.003 0.004 0.02
Si 4.042 4.063 2.821 0.007 -0.001 0.031
Si 1.321 6.835 2.609 -0.013 0.014 0.005
Si 4.018 9.505 2.628 0.004 0.001 0.012
Si 1.415 -4.084 2.67 0.016 -0.013 0.019
Si 4.086 -1.351 2.672 -0.001 0.005 0
Si 6.796 1.328 2.694 0.01 0.018 0.013
Si 9.472 4.051 2.892 -0.006 0.013 0.026
Si 6.777 6.876 2.736 -0.013 0.008 0.026
Si 9.529 -6.797 2.632 -0.011 -0.007 0.001
Si 6.879 -4.138 2.803 0.021 -0.012 0.036
Si -6.781 -1.359 2.771 0.026 -0.009 0.015
Si -3.981 1.381 2.885 -0.006 -0.01 0.024
Si -1.361 4.091 2.651 -0.016 -0.003 0.003
Si -4.096 6.846 2.762 -0.002 0.001 0.028
Si -1.333 -6.764 2.65 -0.007 -0.01 0.022
Si -4.076 -4.086 2.642 0.008 0.006 -0.001
Si -1.405 -1.425 2.838 0.004 0.006 0.028
Si -0.012 -0.018 4.116 0.008 0.017 -0.015
Si 2.688 2.688 4.136 0.006 -0.019 -0.011
Si -0.009 5.465 4.011 0.015 -0.006 -0.011
Si 2.688 8.155 4.021 0.005 0.015 -0.006
Si 0.029 -5.433 4.037 -0.021 -0.003 -0.019
Si 2.745 -2.718 4.048 -0.011 -0.006 0.007
Si 5.435 -0.013 4.064 0.006 -0.009 -0.003
Si 8.1 2.667 4.148 -0.009 0 0.011
Si 5.425 5.478 4.095 -0.007 -0.009 -0.017
Si 8.171 -8.116 4.065 -0.011 0.003 -0.002
Si 5.415 -5.488 4.046 0.004 0 -0.012
Si 8.204 -2.734 4.136 -0.012 0.003 -0.016
Si -5.419 -0.004 4.138 -0.021 0.002 -0.029
Si -2.639 2.775 4.149 0.015 0.004 0.011
Si -5.447 5.471 4.134 0.019 0.003 -0.02
Si -2.69 8.199 4.062 0.006 0.01 -0.026
Si -5.435 -5.443 4.017 -0.008 -0.004 -0.012
Si -2.773 -2.782 4.125 -0.006 0.004 0
Si 1.355 -1.349 16.367 -0.001 -0.007 -0.006
Si 4.088 1.368 16.344 0.004 0.003 0.007
Si 1.35 4.051 16.326 -0.014 -0.002 -0.001
Si 4.094 6.758 16.279 0 0.003 -0.011
Si 1.349 -6.812 16.221 -0.013 0.002 -0.016
Si 4.095 -4.036 16.302 0.01 0.019 -0.012
Si 6.812 -1.35 16.323 0.006 -0.011 -0.009
Si -6.814 1.362 16.377 -0.001 0.001 -0.009
Si 6.789 4.055 16.357 -0.021 0.005 -0.003
Si -6.784 6.808 16.305 -0.007 0.002 0.001
Si 6.809 -6.802 16.273 -0.007 0.005 -0.013
Si -6.793 -4.08 16.327 0.005 0.004 -0.006
Si -4.085 -1.345 16.342 0.015 -0.006 -0.008
Si -1.348 1.352 16.364 0.003 -0.003 -0.004
Si -4.089 4.057 16.333 -0.011 -0.004 0.002
Si -1.382 6.781 16.281 0.009 -0.008 -0.015
Si -4.088 9.526 16.33 0.004 -0.018 0.002
Si -1.355 -4.022 16.27 -0.003 0 -0.008
Si 2.732 0.02 17.71 -0.01 -0.009 0
Si 5.438 2.69 17.762 0.005 0.007 0.01
Si 2.767 5.372 17.649 0.005 -0.011 -0.013
Si 5.419 8.172 17.596 0.008 -0.017 0.008
Si 2.656 -5.399 17.545 -0.007 -0.015 -0.006
Si 5.473 -2.697 17.694 -0.019 0.012 0.014
Si 8.127 0 17.736 -0.007 -0.007 -0.017
Si -5.427 2.704 17.733 0.001 0.008 0.008
Si 8.177 5.448 17.646 0.009 -0.002 0.017
Si -5.449 8.158 17.708 0.019 0.007 0.002
Si 8.186 -5.49 17.654 -0.003 -0.016 -0.014
Si -5.455 -2.699 17.697 -0.006 -0.002 0.021
Si -2.716 -0.006 17.723 -0.019 0.002 -0.002
Si 0.004 2.716 17.739 0.01 -0.009 0.019
Si -2.755 5.454 17.666 0.006 0.004 -0.017
Si 0.041 -8.21 17.577 -0.015 -0.002 0.019
Si -2.704 -5.374 17.603 0.012 0.017 0.009
Si -0.04 -2.702 17.718 -0.002 0.012 0.006
Si 1.388 1.357 19.12 0.01 0.012 -0.021
Si 4.059 4.037 19.123 -0.033 0.011 -0.008
Si 1.423 6.754 18.944 -0.003 0.014 -0.034
Si 3.978 -6.771 18.849 0.003 -0.016 -0.039
Si 1.339 -4.109 18.997 -0.015 -0.001 -0.01
Si 4.118 -1.315 19.065 0.029 0.018 -0.035
Si 6.769 1.316 19.162 0.001 -0.025 0.011
Si -6.797 4.105 19.042 -0.012 0.023 -0.026
Si 6.811 6.846 18.942 0 0.024 -0.02
Si -6.802 9.507 19.094 -0.013 0.02 -0.006
Si 6.833 -4.138 18.982 -0.019 0.015 -0.031
Si 9.5 -1.343 19.087 0.004 -0.013 -0.017
Si -4.058 1.335 19.113 -0.009 0 -0.015
Si -1.397 4.126 19.028 0.002 -0.008 -0.021
Si -4.095 6.796 19.071 -0.01 -0.02 0.001
Si -1.287 -6.766 18.834 0.02 0.006 -0.036
Si -4.066 -4.058 19.018 0.019 -0.018 -0.028
Si -1.392 -1.354 19.131 -0.007 -0.003 -0.006
Si -0.007 0.004 20.478 -0.01 0.007 0.033
Si 2.725 2.695 20.594 -0.002 -0.016 0.061
Si 0.068 5.436 20.317 0.01 -0.023 0.02
Si 2.722 8.189 20.265 -0.001 -0.003 0.063
Si 0.056 -5.553 20.333 0.01 -0.012 0.047
Si 2.722 -2.747 20.29 -0.002 0.004 0.043
Si 5.408 -0.005 20.617 -0.046 -0.018 0.044
Si 8.179 2.721 20.408 0.005 0 0.055
Si 5.467 5.498 20.293 0.004 -0.003 0.044
Si 8.102 8.162 20.427 -0.008 -0.005 0.045
Si 5.316 -5.461 20.193 -0.003 0.017 0.035
Si 8.196 -2.825 20.383 0.041 -0.017 0.049
Si -5.45 -0.009 20.499 -0.006 0.005 0.041
Si -2.738 2.791 20.437 -0.006 0 0.015
Si -5.486 5.468 20.481 0.018 -0.001 0.048
Si -2.641 -8.059 20.184 -0.002 0.004 0.03
Si -5.384 -5.444 20.395 0 -0.002 0.083
Si -2.774 -2.721 20.484 0 0.025 0.046
Si 1.58 -1.277 21.667 -0.28 -0.056 -0.721
Si 3.73 1.055 22.041 0.419 0.339 -0.713
Si 1.084 3.894 21.787 0.214 0.088 -0.757
Si 4.332 7.111 21.542 -0.026 -0.092 -0.765
Si 1.228 -7.094 21.761 0.088 0.24 -0.693
Si 4.214 -3.957 21.611 -0.188 -0.178 -0.751
Si 6.531 -1.812 21.647 0.103 0.263 -0.725
Si -6.561 1.636 21.779 -0.049 -0.088 -0.729
Si 6.946 4.287 21.613 -0.084 -0.104 -0.688
Si -7.174 6.523 21.769 0.155 0.201 -0.739
Si 6.422 -6.951 21.551 0.195 -0.048 -0.697
Si 9.81 -3.901 21.759 -0.117 -0.071 -0.752
Si -4.365 -1.592 21.884 0.207 0.084 -0.712
Si -1.137 1.672 21.722 -0.046 -0.141 -0.727
Si -4.345 3.884 21.802 0.147 0.158 -0.772
Si -1.041 7.141 21.42 0.141 0.008 -0.643
Si -3.775 -6.623 21.639 -0.148 -0.103 -0.746
Si -1.583 -4.445 21.541 0.022 0.182 -0.796
Si -0.513 5.035 -2.139 0.058 -0.008 0.272
Si -6.412 -6.655 -4.191 -0.029 0.052 -0.043
Si 2.896 -5.581 24.029 0.017 -0.104 -0.115
Si -0.255 -2.675 23.606 0.087 0.013 -0.068
Si 0.269 6.677 -4.677 0.005 0 -0.048
Si 2.544 -4.561 -4.388 0.066 -0.006 0.035
Si 1.66 6.518 26.492 -0.012 -0.035 0.06
Si -6.995 7.903 24.584 -0.074 -0.144 -0.153
Si -7.653 1.001 24.656 -0.094 -0.015 -0.229
Si -4.142 -7.906 24.492 0.044 0.071 -0.222
Si 4.828 -1.719 -6.615 0.048 0.048 0.075
Si 6.832 -3.803 26.085 -0.084 -0.049 -0.047
Si 8.116 2.464 -1.744 -0.068 0.115 0.127
Si -2.832 -2.668 -2.2 0.061 -0.016 0.108
Si 5.276 6.301 -6.559 0.032 -0.016 0.019
Si 1.776 -1.006 26.444 0.034 0.059 -0.013
Si 7.237 5.938 25.887 0.051 0.014 -0.135
Si -2.724 2.756 -1.968 0.051 0.06 0.147
Si -2.779 5.754 23.69 -0.11 -0.013 -0.072
Si 5.836 0.307 -1.838 -0.021 0.02 0.126
Si 3.917 0.325 24.871 -0.018 0.188 0.043
Si 0.671 -2.9 -6.308 0 0.135 -0.081
Si 6.501 -1.111 24.487 0.056 -0.009 -0.116
Si -1.13 5.369 26.136 0.031 0.108 0.019
Si 8.075 -5.604 23.773 0.091 0.024 -0.19
Si 8.112 3.75 -4.4 0.006 0.061 -0.025
Si -1.233 -0.017 26.676 0.012 -0.03 -0.16
Si 1.886 -7.372 -3.226 0.012 0.083 0.164
Si -5.023 -4.957 -2.251 -0.016 -0.028 0.225
Si -4.796 -8.064 -6.395 0.066 0.021 -0.055
Si -8.011 -8.147 -2.115 -0.106 0.007 0.247
Si 3.746 6.701 -2.824 -0.102 -0.022 0.041
Si 6.627 6.342 -3.872 -0.056 -0.021 0.016
Si -1.723 -1.415 -4.964 -0.094 -0.03 0.043
Si 1.056 -3.828 25.988 -0.007 -0.074 -0.091
Si -3.867 -0.236 -6.709 0.038 0.013 -0.177
Si 2.818 -2.553 -2.036 0.052 0.002 0.085
Si -5.832 3.775 -6.059 -0.086 -0.112 0.005
Si 7.782 -5.789 -6.38 -0.05 -0.01 -0.069
Si 2.346 -0.41 -7.54 -0.095 -0.023 0.198
Si 2.852 5.465 23.828 0.006 -0.077 -0.135
Si 7.374 3.056 26.215 -0.047 0.098 0.097
Si -2.325 -0.322 23.77 -0.109 0.006 -0.067
Si 5.012 -4.705 -6.133 0.046 -0.082 0.057
Si -1.994 7.403 -6.793 -0.018 0.159 0.015
Si -0.709 1.535 -5.506 -0.043 -0.002 -0.015
Si 2.739 5.025 -5.128 -0.114 -0.053 0.103
Si 8.135 2.402 -6.917 0.086 -0.067 0.122
Si 5.47 -7.197 -7.689 0.162 0.089 0.041
Si -3.423 2.305 -4.875 0.028 -0.004 0.006
Si 5.569 4.158 24.285 0.036 0.084 -0.106
Si 4.042 -0.343 -3.921 0.002 0.006 -0.057
Si 2.24 1.833 -5.287 0.108 -0.044 -0.058
Si 4.763 -6.017 26.421 0.014 -0.082 -0.092
Si 1.376 -1.379 5.434 0.001 -0.001 0.009
Si 4.081 1.336 5.455 -0.009 -0.007 0.006
Si 1.335 4.106 5.426 -0.009 0.009 -0.002
Si 4.049 6.823 5.428 0.006 0.01 0.007
Si 1.356 9.515 5.41 0.008 -0.001 0.006
Si 4.089 -4.091 5.41 0.014 -0.004 0.002
Si 6.797 -1.371 5.44 0.008 0.009 0.003
Si 9.512 1.341 5.478 0.001 -0.001 0.014
Si 6.765 4.088 5.458 -0.008 0.001 0.002
Si 9.504 6.832 5.454 -0.017 -0.012 0.009
Si 6.788 -6.8 5.436 -0.004 0.007 0.009
Si 9.56 12.217 5.453 0.014 0.004 0.005
Si -4.089 -1.386 5.485 0.002 -0.001 0.015
Si -1.327 1.369 5.487 -0.003 -0.002 0.014
Si -4.063 4.108 5.467 -0.008 0.009 0.005
Si -1.353 6.808 5.413 -0.005 0.002 0.001
Si -4.074 -6.782 5.412 -0.003 -0.001 0.002
Si -1.349 -4.11 5.433 0.006 -0.012 0.003
Si 2.726 -0.023 6.809 0.007 -0.005 0.004
Si 5.418 2.72 6.815 0.005 0.009 0
Si 2.705 5.451 6.791 0.004 0.004 0.002
Si 5.43 -8.16 6.795 0.003 -0.005 0
Si 2.719 -5.444 6.774 -0.003 -0.002 -0.003
Si 5.439 -2.736 6.792 -0.002 -0.003 0.004
Si 8.149 -0.018 6.821 -0.001 -0.002 -0.005
Si 10.884 2.726 6.804 0.001 0.003 0.003
Si 8.151 5.445 6.8 -0.004 0.007 0.001
Si 10.886 8.183 6.793 0 0.007 0.001
Si 8.157 10.879 6.793 -0.004 -0.001 -0.001
Si 10.883 -2.741 6.841 0.004 -0.002 0.004
Si -2.716 -0.001 6.811 -0.003 0.005 0.002
Si 0.016 2.741 6.826 0 -0.007 0.003
Si -2.706 5.468 6.81 0.004 -0.005 -0.005
Si 0.005 8.158 6.785 0.004 -0.006 0.005
Si -2.714 -5.451 6.801 -0.002 0.008 0.002
Si 0.002 -2.731 6.789 -0.007 0.006 -0.001
Si 1.375 1.36 8.163 0.012 0.015 -0.001
Si 4.06 4.087 8.16 -0.007 -0.006 0.003
Si 1.356 6.806 8.161 -0.004 -0.001 -0.005
Si 4.076 -6.793 8.153 0.012 0.007 -0.004
Si 1.362 -4.09 8.149 0.004 -0.004 -0.006
Si 4.085 -1.379 8.164 -0.005 0 -0.001
Si 6.794 1.362 8.165 0.006 -0.005 -0.008
Si 9.52 4.086 8.158 0.001 0.009 0
Si 6.788 6.797 8.159 -0.013 -0.009 0
Si 9.517 9.525 8.158 0.001 0.003 -0.006
Si 6.804 -4.081 8.158 0.012 0.008 0.005
Si 9.511 -1.373 8.18 -0.009 -0.009 0.003
Si -4.082 1.359 8.165 -0.004 -0.009 -0.004
Si -1.361 4.092 8.172 -0.006 0.007 -0.005
Si -4.08 6.818 8.159 0.005 -0.006 0.001
Si -1.357 -6.812 8.157 -0.016 -0.009 -0.003
Si -4.061 -4.09 8.178 0.005 0.008 0.002
Si -1.35 -1.364 8.157 0.006 0.002 -0.006
Si 0.003 0.002 9.515 -0.011 -0.002 -0.004
Si 2.722 2.719 9.527 0.005 -0.001 0.004
Si 0.002 5.445 9.528 0.007 -0.002 -0.001
Si 2.72 -8.155 9.518 0.001 -0.005 -0.004
Si 0.001 -5.444 9.515 -0.003 0.003 -0.003
Si 2.718 -2.731 9.518 0 -0.001 0
Si 5.439 -0.006 9.52 -0.005 -0.002 0.003
Si 8.163 2.719 9.519 -0.003 0 0.003
Si 5.432 5.437 9.519 0.008 -0.004 0
Si 8.159 8.156 9.512 0.003 0 -0.007
Si 5.441 -5.44 9.516 -0.002 0 -0.004
Si 8.151 -2.725 9.534 -0.004 0.001 0.007
Si -5.443 -0.002 9.525 -0.001 0.004 0.002
Si -2.724 2.725 9.522 0.008 0.005 0
Si -5.437 5.445 9.514 0.002 0.004 0
Si -2.719 8.161 9.526 0.002 0.005 -0.002
Si -5.442 -5.441 9.523 -0.004 -0.001 -0.005
Si -2.709 -2.717 9.527 -0.004 -0.003 -0.001
Si 1.362 -1.36 10.874 0.011 0.001 -0.001
Si 4.084 1.356 10.88 0 0.01 0
Si 1.357 4.073 10.882 -0.004 -0.007 0.002
Si 4.077 -9.519 10.879 -0.004 0.004 -0.001
Si 1.359 -6.799 10.883 -0.001 -0.003 -0.005
Si 4.083 -4.08 10.88 0.008 -0.004 -0.001
Si 6.797 -1.356 10.888 0.002 0.001 0.002
Si 9.521 1.361 10.887 0.003 -0.006 0.005
Si 6.797 4.074 10.875 -0.006 0.005 0.005
Si 9.52 6.798 10.875 -0.002 -0.006 -0.002
Si 6.804 9.518 10.873 0.002 -0.002 -0.003
Si 9.522 -4.078 10.884 -0.001 0.004 0
Si -4.077 -1.358 10.883 0.008 -0.003 0.001
Si -1.362 1.361 10.875 0.001 0.003 0.002
Si -4.085 4.081 10.884 -0.009 0.004 0.003
Si -1.362 6.798 10.886 -0.007 -0.005 -0.002
Si -4.085 9.519 10.879 0.001 0.004 -0.004
Si -1.352 -4.078 10.881 0 -0.001 -0.003
Si 2.718 0.002 12.236 0.003 0 0.001
Si 5.445 2.71 12.241 0.005 -0.007 0.002
Si 2.72 5.431 12.234 0.003 -0.003 0.002
Si 5.45 -8.166 12.234 0.007 -0.001 -0.001
Si 2.724 -5.439 12.239 -0.003 0.003 0.001
Si 5.433 -2.711 12.245 -0.004 0.001 0.002
Si 8.162 0 12.249 -0.006 0.001 0.009
Si 10.879 2.72 12.253 -0.002 0.003 0.008
Si 8.166 5.427 12.23 -0.004 0 -0.002
Si 10.878 8.155 12.237 0.005 0.001 0
Si 8.16 10.881 12.236 0.001 0.004 -0.004
Si 10.879 -2.714 12.243 -0.005 -0.001 0.002
Si -2.725 0.013 12.242 0.006 0.002 -0.003
Si 0 2.709 12.242 -0.005 0.003 0.003
Si -2.719 5.433 12.244 0.007 0.002 0.004
Si -0.006 8.16 12.242 -0.002 0.001 0
Si -2.73 -5.431 12.228 -0.002 -0.008 -0.006
Si 0.002 -2.711 12.24 -0.005 0 -0.001
Si 1.361 1.35 13.608 -0.001 -0.006 0.001
Si 4.077 4.065 13.594 0 0.009 0
Si 1.351 6.782 13.589 -0.002 0.006 0.003
Si 4.095 -6.8 13.588 0.006 -0.006 0.006
Si 1.37 -4.065 13.593 0.004 -0.008 0.009
Si 4.076 -1.343 13.605 -0.007 0.005 0.002
Si 6.805 1.359 13.612 -0.006 0.003 0.008
Si 9.511 4.073 13.613 -0.008 0.009 0.006
Si 6.809 -9.539 13.587 0.008 -0.008 0
Si 9.523 9.524 13.591 -0.006 -0.004 0.005
Si 6.806 -4.067 13.591 -0.003 0.002 0
Si 9.526 -1.354 13.613 0.006 -0.004 0.008
Si -4.084 1.361 13.621 0.005 -0.002 0.007
Si -1.366 4.059 13.6 0.01 -0.007 0.001
Si -4.084 6.792 13.597 0.002 -0.002 0.004
Si -1.381 9.526 13.582 -0.01 0.016 -0.005
Si -4.082 -4.073 13.598 0.013 0.002 0.001
Si -1.357 -1.338 13.595 -0.011 0.001 0.003
Si 0.002 0.001 14.983 -0.004 -0.006 0.006
Si 2.723 2.708 14.965 0.004 0.006 0.001
Si -0.005 5.413 14.952 -0.014 -0.002 0.001
Si 2.736 8.135 14.92 -0.003 -0.009 0.006
Si -0.02 -5.423 14.917 -0.008 -0.001 -0.003
Si 2.711 -2.69 14.966 0.002 0.003 0.007
Si 5.441 0.007 14.973 0.006 0.005 0
Si 8.157 2.71 14.99 0.003 -0.002 0.005
Si 5.459 5.404 14.945 0.001 0.002 -0.001
Si 8.168 -8.171 14.934 -0.001 -0.003 -0.002
Si 5.445 -5.418 14.945 0.012 -0.002 0.003
Si 8.166 -2.719 14.966 -0.009 0.002 -0.005
Si -5.453 0.012 14.992 -0.006 -0.007 0.002
Si -2.711 2.706 14.985 0 0.01 -0.001
Si -5.435 5.428 14.962 0.008 0 0
Si -2.736 8.167 14.951 0.009 0.003 0.001
Si -5.439 -5.437 14.958 0 0.007 0.011
Si -2.736 -2.681 14.94 0.017 0.007 -0.002
O 0.82 4.472 -1.381 0.199 0.143 -0.357
O -5.792 7.459 -7.395 -0.154 0.119 -0.072
O 5.388 -8.093 22.132 0.158 0.072 0.484
O 7.194 -7.247 -1.364 0.048 -0.225 -0.562
O -5.334 0.083 -0.317 0.069 0.055 -0.297
O 1.608 -7.042 -1.657 0.248 0.034 -0.125
O 6.875 -5.944 22.75 -0.114 0.213 0.224
O -4.334 -7.352 22.982 -0.277 -0.02 0.108
O 7.302 0.193 24.996 -0.07 0.241 0.374
O -5.435 2.74 22.263 -0.09 -0.019 0.25
O -1.591 3.852 -2.284 -0.138 0.124 -0.544
O 2.678 3.406 -5.338 0.225 -0.199 -0.241
O -0.041 2.785 22.252 0.021 -0.001 0.307
O -2.328 -1.931 -3.55 -0.071 0.02 0.089
O 4.535 0.995 -1.179 -0.205 -0.283 -0.689
O 1.654 4.627 23.131 -0.323 0.307 0.558
O -4.378 -6.213 -1.431 -0.095 -0.06 -0.318
O 3.576 -4.556 22.981 0.07 0.044 0.124
O -1.908 1.039 23.011 -0.29 0.185 0.419
O 2.446 -0.322 25.123 -0.358 0.126 -0.605
O 8.074 5.346 22.159 0.007 0.037 0.203
O 4.109 -4.748 -4.788 0.17 -0.296 0.307
O 3.022 5.452 -3.573 -0.249 -0.301 0.235
O -5.361 -0.848 -6.837 -0.299 0.257 0.605
O 3.859 -0.958 -7.642 0.326 0.176 -0.582
O -3.588 6.899 24.47 -0.172 -0.138 0.205
O 6.601 -4.823 -5.812 0.058 0.564 0.42
O 7.214 -1.473 23.085 0.668 -0.091 0.048
O -3.775 -0.847 23.238 -0.245 -0.138 0.473
O -1.092 6.281 -1.291 -0.068 0.095 -0.304
O -7.693 -6.304 -5.109 -0.161 -0.193 0.286
O 1.407 5.879 -5.542 -0.191 0.173 -0.484
O 7.018 -6.965 -7.224 0.309 -0.497 -0.026
O -1.869 2.626 -5.212 0.192 0.559 -0.013
O -5.47 -2.74 22.316 0.064 0.02 0.407
O -1.146 0.1 -4.902 0.317 0.175 0.437
O 0.774 7.944 -3.81 -0.355 -0.036 0.462
O 0.695 1.894 -4.805 -0.029 0.349 0.556
O 1.135 -2.126 22.995 0.385 -0.351 0.103
O -6.854 2.083 -0.984 0.364 0.116 -0.56
O 5.496 5.391 -0.314 -0.03 0.053 -0.268
O -0.257 5.563 -3.633 -0.244 -0.177 -0.078
O 6.083 3.612 22.84 -0.122 -0.45 0.084
O 2.642 -0.153 22.165 0.01 -0.097 0.065
O 4.094 -6.231 24.937 0.285 -0.261 -0.274
O 1.578 -2.063 -1.133 -0.277 -0.373 -0.115
O 3.292 8.149 -3.393 0.464 0.123 -0.498
O -5.519 -7.732 -4.998 0.194 -0.414 0.239
O -1.618 -3.378 -1.383 0.467 0.171 -0.289
O -7.366 7.107 -1.106 -0.081 -0.037 -0.242
O 3.985 4.426 24.32 -0.094 -0.575 0.521
O 0.045 6.459 26.373 -0.335 0.317 0.092
O -7.889 6.973 25.559 0.331 -0.217 0.134
O 3.972 5.541 -6.024 0.122 -0.103 0.027
O -2 1.529 -1.212 -0.033 -0.296 -0.065
O 4.623 -5.935 -7.12 -0.441 0.089 -0.051
O -0.559 3.922 26.504 0.068 -0.187 -0.499
O 1.358 -1.565 -6.945 -0.241 0.168 0.163
O 6.525 -2.346 25.494 -0.2 0.079 0.122
O -2.695 -5.496 22.119 0.222 -0.107 0.629
O 4.939 -0.783 24.289 -0.159 -0.3 -0.413
O 6.191 -1.111 -1.159 -0.408 -0.239 -0.374
O 5.382 -2.908 22.049 0.005 0.307 0.196
O -7.262 0.983 23.095 -0.235 -0.333 0.004
O 5.498 0.132 -3.401 0.168 0.214 -0.635
O -7.731 -7.026 24.294 0.013 -0.01 -0.068
O -1.315 -1.504 23.374 0.076 -0.059 -0.489
O 7.72 7.382 -3.37 0.294 0.086 -0.57
O 4.736 -3.303 -6.876 -0.158 -0.052 -0.432
O 2.283 6.38 25.015 -0.045 0.487 -0.187
O -6.265 -4.381 -1.372 -0.32 0.088 -0.438
O -3.92 -3.813 -2.51 -0.013 -0.263 -0.121
O -3.156 -6.888 25.29 0.434 0.225 -0.364
O -4.322 -6.669 -7.093 -0.438 0.471 0.09
O 4.263 -1.349 -5.152 -0.13 -0.045 -0.164
O 1.896 -4.828 25.047 -0.069 -0.203 0.319
O -8.14 -2.728 -0.492 -0.119 0.018 -0.253
O -3.737 4.56 23.166 0.19 -0.083 0.268
O 6.428 5.518 24.544 -0.17 0.213 -0.431
O -1.751 6.132 -7.738 -0.537 -0.029 -0.156
O 4.419 0.75 26.377 0.383 0.293 0.05
O -2.158 -0.028 25.344 -0.286 0.156 0.311
O 6.341 6.649 -5.409 0.414 0.264 -0.325
O -4.408 3.47 -5.388 0.259 0.363 0.207
O 1.916 -6.019 -4.097 -0.348 -0.055 -0.186
O -2.054 6.431 22.448 -0.223 0.127 -0.236
O -6.867 4.445 -4.993 0.337 0.794 0.38
O -3.481 2.18 -3.27 -0.351 -0.297 0.089
O 2.323 -3.668 -3.071 -0.542 -0.141 0.288
O -0.528 1.578 -7.122 0.046 -0.535 -0.022
O -2.754 -8.131 -0.551 -0.025 -0.204 -0.449
O 3.428 6.722 -1.243 -0.477 -0.045 -0.089
O -6.683 7.119 23.201 0.336 -0.171 0.239
O -0.131 -3.133 25.135 -0.508 0.141 0.331
O -5.576 -8.019 25.236 -0.021 0.192 0.928
O 2.308 0.986 -6.684 -0.06 0.27 -0.144
O -6.871 -7.218 -2.749 0.138 0.426 0.074
O -3.877 0.953 -5.625 -0.41 -0.211 0.143
O -1.597 5.197 24.614 0.43 -0.2 -0.098
O -3.853 3.456 -1.067 -0.242 -0.298 -0.337
O 5.925 3.122 25.477 -0.517 -0.282 0.077
O -3.469 7.356 -6.118 -0.077 -0.429 0.697
O -0.505 -2.409 -5.317 0.084 -0.334 0.094
O 1.805 -3.77 -5.572 0.245 -0.198 -0.209
O 3.92 1.442 23.657 0.046 0.453 0.29
O -1.982 -7.588 -7.754 0.553 0.034 -0.21
O -6.475 0.338 25.514 0.419 -0.196 -0.151
O 3.154 0.97 -4.26 -0.046 0.112 0.344
O -5.518 -5.382 -3.737 0.207 0.337 -0.491
O -0.059 -0.071 -0.439 0.037 -0.11 -0.539
O 5.462 -5.407 -0.514 0.025 -0.033 -0.459
O -7.785 2.71 -3.262 0.317 -0.422 -0.122
O -5.531 5.35 -0.344 0.081 -0.09 -0.774
O 0.059 8.129 22.169 -0.075 -0.135 0.266
O 4.856 7.737 -7.14 -0.528 -0.001 0.124
O -2.851 -1.381 -6.143 -0.068 -0.297 -0.434
O -7.868 2.526 25.135 0.36 0.279 -0.062
O -7.105 -4.724 23.036 0.251 0.031 0.477
O 2.692 2.752 -0.506 0.027 -0.074 -0.406
O 2.008 -6.625 23.134 0.001 0.017 0.465
O 7.397 3.754 -1.104 -0.058 0.347 -0.384
O -7.49 -5.042 -7.354 0.221 -0.106 -0.054
O 7.795 4.58 26.601 0.359 0.103 0.377
O 6.36 -1.244 -6.781 0.241 -0.283 0.48
O -0.018 -5.305 -0.559 -0.168 0.18 -0.294
O 7.117 1.225 -1.621 0.202 -0.167 0.039
O -3.529 -1.559 -1.257 -0.068 0.229 -0.366
O 3.946 -3.28 -1.142 0.096 0.2 -0.092
O 0.197 -0.706 26.432 -0.019 -0.274 -0.059
O 7.129 4.825 -3.748 -0.289 -0.08 0.119
O -0.739 -3.989 22.844 0.145 -0.255 0.388
O 5.324 6.545 -2.978 0.136 0.152 0.499
O 0.012 -3.966 -7.323 0.176 -0.42 0.193
O 7.374 2.922 -5.58 -0.693 -0.16 0.149
O 3.359 -1.226 -2.761 -0.106 0.47 -0.001
O 7.532 1.01 -7.384 0.029 -0.004 0.118
O 2.003 -2.61 26.476 0.641 -0.254 0.219
O 3.53 6.476 22.788 0.149 -0.079 0.09
O 5.466 -4.558 26.546 -0.139 0.378 0.388
O 6.015 5.332 -7.605 -0.344 -0.211 0.049
O -0.857 7.315 -5.649 0.141 0.197 0.213
O -5.612 4.83 -7.245 0.357 -0.155 -0.092
O 7.524 -4.75 24.997 -0.238 -0.013 0.01
O -6.576 2.414 -6.601 0.293 -0.446 -0.246

Results
total energy: -101657.939 eV
total energy less fixed offsets of O -438.25, Si -107.07 eV per atom: -4.739 eV
